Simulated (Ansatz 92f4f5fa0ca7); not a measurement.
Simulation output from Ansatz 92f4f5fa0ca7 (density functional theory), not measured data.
Periodic cell of 214 atoms, Si131O81B2, from a study of silicon, its oxide and their interface. The atomic structure is a simulated model.
Doubt: the cutoff is far below the 930 eV that the study's wrapper takes by default for these files, so forces and energies are approximate.
This geometry differs little from another in the collection (a relaxation step or a small displacement).

Settings
functional: PBE
potential files: Ansatz PAW
basis: plane waves
wave-function cutoff: 580 eV
density cutoff ratio: 5
exchange-correlation grid ratio: 1
k mesh: 1 x 1 x 1, Gamma-centred
self-consistency stop: 5e-08 eV per atom in the density residual
occupations: fixed
spin: none
net charge: 0

Cell vectors (angstrom)
a 10.938 0 0
b 0 10.938 0
c 0 0 31.5432

Atoms and the computed forces on them: element, x, y, z (angstrom), force x, y, z (eV/angstrom)
Si 10.321 0.46 24.206 -0.0051 0.0088 -0.0032
Si 6.1317 10.3761 24.2442 0.1184 -0.0274 0.1075
Si 2.0623 3.2603 24.0642 -0.0076 -0.0001 -0.0146
Si 8.6879 2.2467 24.2786 -0.0079 -0.0095 0.0196
Si 0.441 5.1119 24.1067 0.0003 0.0063 0.0146
Si 5.0846 5.9576 24.2065 -0.0167 0.004 -0.0044
Si 3.388 7.6594 24.1618 0.0003 0.0102 0.0177
B 7.5598 8.8528 24.7229 -0.1429 0.0904 -0.0322
Si 1.239 1.4226 25.3716 0.006 -0.0123 -0.0007
Si 6.8914 1.3142 25.4827 0.009 -0.044 -0.032
Si 4.0107 4.1268 25.2898 0.006 -0.0012 0.0033
Si 9.6312 4.111 25.3843 0.0036 -0.0011 -0.0154
Si 1.4644 6.8359 25.3449 0.0032 -0.0009 -0.0102
Si 6.8902 7.0486 25.33 -0.0198 -0.0491 0.0424
Si 4.1888 9.5596 25.3399 -0.0042 -0.0384 -0.0031
Si 9.3426 9.5412 25.3571 0.071 0.0347 0.0429
Si 2.723 0.0217 26.6138 0.0053 0.002 -0.0007
Si 8.1909 0.004 26.9382 -0.0316 -0.014 -0.0096
Si -0.0134 2.7659 26.8597 -0.004 0.0098 0.0193
Si 5.4199 2.7486 26.646 0.0008 -0.0042 0.002
Si 2.7358 5.4575 26.8051 0.0015 0.0094 0.0107
Si 8.1997 5.5331 26.6405 0.0085 0.0093 -0.0027
Si -0.0263 8.2238 26.614 -0.0123 -0.0154 -0.0046
Si 5.4644 8.2506 26.8609 0.0091 0.0091 -0.0303
Si 4.0808 1.3715 28.0517 -0.0008 0.0014 -0.0063
Si 9.58 1.3907 28.2179 0.0214 -0.0034 -0.0043
Si 1.3739 4.1168 28.183 -0.0021 0.0028 0.0059
Si 6.8167 4.132 28.0227 -0.0098 0.0057 -0.0105
Si 4.0993 6.8277 28.1647 0.0135 -0.0164 -0.026
Si 9.5918 6.8412 28.0568 -0.0016 0.0061 -0.0168
Si 1.3552 9.5843 28.0206 -0.0007 0.0063 -0.0085
Si 6.8155 9.577 28.2458 0.0366 -0.0046 -0.0155
Si 0.0249 -0.0143 29.4927 -0.0032 0.0136 0.0095
Si 5.4284 0.0375 29.5076 -0.0015 0.0004 -0.0009
Si 2.7449 2.7237 29.4907 -0.0023 -0.0016 0.001
Si 8.1611 2.7741 29.4824 0.0054 -0.0054 0.0048
Si -0.014 5.4886 29.4946 0.0062 -0.0029 -0.0042
Si 5.4818 5.4593 29.4867 -0.0045 0.0065 0.0079
Si 2.7099 8.2263 29.4671 -0.0021 0.0002 0.0081
Si 8.2287 8.1791 29.4977 -0.0086 0.0074 0.005
Si 1.3673 1.3673 30.8594 0.1722 -0.0766 0.0619
Si 6.8362 1.3673 30.8594 -0.1836 0.1855 -0.0508
Si 4.1018 4.1018 30.8594 0.109 -0.1237 -0.0061
Si 9.5708 4.1018 30.8594 -0.1581 0.1086 -0.1159
Si 1.3673 6.8362 30.8594 -0.0502 0.1565 -0.1202
Si 6.8362 6.8362 30.8594 0.1062 -0.1479 0.036
Si 4.1018 9.5708 30.8594 -0.2244 0.0759 -0.089
Si 9.5708 9.5708 30.8594 0.1292 -0.0917 0.0207
Si 2.7345 0 0.6835 0.0655 -0.1245 0.102
Si 8.2035 0 0.6835 -0.1706 0.0503 -0.0357
Si 0 2.7345 0.6835 -0.1799 0.1213 -0.0125
Si 5.469 2.7345 0.6835 0.0898 -0.1081 0.0917
Si 2.7345 5.469 0.6835 -0.1566 0.1208 -0.0219
Si 8.2035 5.469 0.6835 0.0814 -0.1669 0.1415
Si 0 8.2035 0.6835 0.1667 -0.1062 0.1047
Si 5.469 8.2035 0.6835 -0.0433 0.1377 -0.0268
Si 4.114 1.3503 2.055 -0.0011 -0.0027 -0.0029
Si 9.5383 1.3874 2.0426 0.0031 -0.0085 -0.0004
Si 1.3308 4.1334 2.0566 0.0035 -0.0056 -0.0066
Si 6.85 4.0763 2.0566 -0.0025 0.0003 0.0003
Si 4.0775 6.8622 2.0407 0.0071 -0.0044 -0.0014
Si 9.5914 6.8149 2.0543 -0.0025 0.0004 -0.0008
Si 1.3751 9.5622 2.0579 -0.0017 -0.0013 0.0004
Si 6.8282 9.5755 2.0674 -0.0023 0.0004 -0.0092
Si -0.0452 -0.0085 3.3513 -0.0071 0.0098 -0.0051
Si 5.4629 -0.0097 3.4887 0.002 0.001 0.0082
Si 2.6969 2.7234 3.3452 0.0003 0.0061 0.0032
Si 8.1842 2.7022 3.4967 0.0018 -0.006 0.0083
Si -0.0241 5.4712 3.5163 -0.0037 0.0037 0.0114
Si 5.4563 5.4755 3.3345 -0.0067 0.0059 -0.0072
Si 2.7352 8.2074 3.4838 0.001 -0.0019 0.0071
Si 8.223 8.1862 3.3838 0.0043 -0.0049 0.0037
Si 1.2919 1.3705 4.6818 0.0008 -0.0042 -0.0113
Si 6.8408 1.307 4.9186 0.0024 0.0012 -0.0074
Si 4.0631 4.1199 4.6484 -0.0001 -0.0051 -0.0177
Si 9.5322 4.0671 4.903 0.0023 0.0023 -0.0082
Si 1.3551 6.8732 4.8951 -0.0009 -0.0018 -0.0051
Si 6.8368 6.805 4.6952 0.0013 -0.0006 -0.009
Si 4.1054 9.5654 4.8968 -0.0003 -0.0018 -0.007
Si 9.5714 9.5701 4.7531 0.0007 -0.0005 -0.0079
Si 2.6195 0.0455 6.1111 0.0073 -0.002 0.0112
Si 8.2285 -0.1292 6.2789 -0.0034 0.001 0.0045
Si -0.0188 2.6543 6.2074 -0.0025 0.0014 0.0099
Si 5.3791 2.7728 6.0756 0.0046 -0.0079 0.0068
Si 2.7517 5.4336 6.1404 -0.0017 0.0047 0.0063
Si 8.0972 5.4435 6.1909 0.0037 -0.0034 0.0063
Si -0.0025 8.3023 6.2364 0.0046 -0.001 0.0005
Si 5.567 8.1541 6.1649 -0.0021 0.0033 0.0106
Si 3.4782 1.9452 7.1829 0.0039 -0.0011 0.0035
Si 10.0258 0.8335 7.4831 -0.0008 0.0039 0.0028
Si 1.7757 3.6622 7.3584 -0.001 0.0013 -0.003
Si 6.2121 4.5282 7.391 0.0006 -0.0009 0.004
Si 4.6379 6.3094 7.2633 -0.0028 0.0023 0.0007
Si 9.1715 7.1937 7.3335 0.0026 -0.0022 0.0048
Si 0.8971 10.1593 7.528 0.0006 -0.0007 0.0034
Si 7.4139 8.8896 7.5051 0.0012 0.0033 -0.0067
O 4.5642 6.5978 8.8921 0.001 -0.0021 0.0022
O 1.4117 3.9864 8.9528 -0.0009 0.0023 0.0018
O 9.7792 6.5561 8.7443 -0.0003 0.0013 -0.0016
O 1.3147 10.1061 9.1585 -0.0009 0.0003 -0.0044
O 6.0838 4.2208 9.0321 0.0033 -0.005 0.002
O 3.7219 1.6234 8.7728 0.0116 -0.0058 0.0157
O 7.1439 8.9688 9.1569 0.0016 0.0049 0.0093
O 9.6612 1.0844 9.0875 0.0018 -0.0006 -0.0021
O 8.273 2.6019 22.7281 -0.0019 0.004 -0.0122
O 10.9184 5.7121 22.6155 0 -0.0011 -0.0052
O 5.9002 -0.1216 22.6537 -0.0077 0.0073 -0.0631
O 5.4374 5.5151 22.6463 0.0062 0.0005 -0.0007
O 2.0919 2.8121 22.4638 0.0026 0.0033 0.0141
O 3.3827 7.811 22.5012 0.004 0.0044 -0.0066
O -0.3196 11.0301 22.6117 0.0031 -0.0055 -0.0076
Si 2.1868 2.9562 12.9048 0.0014 -0.0035 -0.0012
Si 8.7001 1.3149 10.3791 -0.0054 0.001 -0.0019
Si 1.1026 4.4936 15.3624 0.004 -0.0017 -0.0012
Si 7.5687 5.5894 12.1965 -0.0026 0.0039 -0.0054
Si 2.4995 8.135 21.1807 0.0033 -0.0021 0.0052
Si 5.4376 7.7926 12.4847 0.0025 0.0001 -0.0054
Si 9.3182 0.4514 15.5365 -0.0001 0.0004 -0.0008
Si 2.9832 -0.0507 16.6939 0.0012 0.0009 -0.0028
Si 10.4912 1.153 12.6291 0.0067 -0.0043 0.0002
Si 7.7765 2.8447 21.2172 0.0083 0.0045 0.0063
Si 9.1796 8.7834 14.485 -0.0006 0.0001 -0.0036
Si 1.4888 4.7728 10.3789 0.0044 -0.0032 -0.0035
Si 4.5967 9.4651 19.1514 -0.0026 -0.0019 0.0017
Si 11.0832 6.18 21.0588 0.0041 0.0038 0.001
Si 6.666 10.4451 14.8766 0.0045 0.0033 -0.001
Si 5.46 0.6626 21.2955 -0.0037 -0.0039 -0.0029
Si 2.3596 9.8114 10.389 0.0027 0.001 -0.0005
Si 0.4622 10.5188 21.2846 0.0015 -0.0022 0.008
Si 5.9611 5.3553 21.1237 0.0015 0.0004 0.0012
Si 3.6532 7.0861 10.1239 0 -0.0067 0
Si 9.0867 5.6846 14.8295 0.0039 0.0005 -0.0023
Si 3.7443 4.0827 19.1321 -0.0016 0.0001 0.0002
Si 10.0673 3.6599 19.3211 0.0026 0.0026 0.0015
Si 4.2984 8.6561 15.3884 0.0027 0.0018 0.0001
Si 0.5207 1.9158 17.1998 0.0017 0.0009 -0.0021
Si 7.0285 7.5897 19.2468 0.0007 -0.0012 0.0001
Si 5.3227 3.6363 16.7603 0.0006 0.001 -0.0024
Si 7.8661 5.02 17.5074 0.0021 -0.0007 0.0021
Si 6.6743 9.9311 10.3894 -0.0062 0.0019 -0.0079
Si 4.3921 1.0612 10.1129 0.0027 0.0043 -0.016
Si -0.0086 9.0863 11.9206 -0.0007 0.0043 -0.0009
B 9.5429 8.5856 20.2327 0.0017 -0.0049 0.0004
Si 4.6032 1.6686 14.6064 0 -0.0016 -0.0019
Si 2.5189 2.0038 21.1152 0.0049 0.0018 -0.0002
Si 6.3438 3.3478 10.3834 0.0091 -0.0034 -0.0049
Si 3.4565 5.9065 16.7545 0.0031 -0.0026 0.001
Si 9.8995 6.5363 10.3592 -0.0004 -0.0038 0.0003
O 0.2016 2.6286 18.6355 0.0015 -0.0002 -0.0019
O 2.9725 9.631 15.6065 0.0018 0.0001 0.0009
O 10.8445 4.8364 20.1574 -0.0019 0.0004 -0.0014
O 7.5987 2.4175 9.9537 0.0013 0.0045 0.0115
O 10.9371 5.3375 10.8133 0.0004 0.0016 -0.0022
O 6.6266 6.745 12.8698 0.0034 -0.0022 -0.0046
O 10.3388 8.0559 10.8049 0.0031 -0.0005 -0.0002
O 7.7167 9.4594 14.0234 0.0029 -0.0017 0.0012
O 8.4226 6.2126 10.9597 -0.0013 -0.003 0.0026
O 5.3764 10.515 20.1039 0.0021 0.0063 0.0046
O 2.1836 3.7266 11.4477 0.0004 0.0024 -0.0001
O 8.2878 8.5873 19.6386 0.0121 -0.0017 0.0037
O 6.441 6.8132 20.5665 0.0009 0.0005 -0.0001
O 5.5597 2.7275 15.4256 0.002 -0.0002 0.0003
O 1.3714 0.8611 20.7279 0.0012 -0.0027 -0.0016
O 6.0649 9.0679 11.6455 -0.0002 -0.0007 -0.0042
O 4.6505 4.9876 16.1345 0.0005 0.0017 0.0012
O 6.6594 3.9388 17.6484 0.0024 0.0014 -0.0024
O 10.5363 10.6621 11.8371 0.0034 -0.0008 0.002
O 5.6351 0.5006 14.022 0.0021 -0.0003 0.0014
O 8.052 5.0812 15.9046 0.002 -0.0005 -0.0002
O 9.7841 9.8109 15.6125 0.003 -0.002 0.0003
O -0.3606 5.1352 15.1278 0.0012 0.0013 -0.0007
O 1.6386 6.8004 20.7624 0.0006 0.0025 -0.0033
O 1.5771 0.6395 17.2248 0.0017 0.0008 -0.0002
O 6.5748 1.7886 20.8808 0.0038 -0.0024 0.0032
O 1.0434 1.7785 12.8494 -0.0014 -0.0022 0.0005
O 3.2354 5.4494 18.3325 0.0022 -0.0008 -0.0017
O 9.5507 2.008 11.6046 -0.0022 -0.0023 -0.0065
O 1.0643 3.1034 16.2187 0.0009 0.0008 0.0007
O 8.6295 5.1595 13.3586 -0.0001 0.0004 0.0006
O 10.3256 8.5752 13.3382 0.0011 0.0011 0.0005
O 1.5227 9.3462 21.6569 0.0022 0.0044 -0.0081
O 10.2529 9.7938 20.316 -0.002 -0.004 -0.0012
O 3.1904 0.2186 10.8781 0.0029 0.0002 -0.0019
O 5.0884 2.3679 10.8401 0.001 -0.0072 -0.006
O 1.778 4.1361 13.9363 -0.0001 -0.0008 0.0012
O 7.9327 10.8728 10.8607 -0.0021 0.0035 -0.0039
O 9.221 4.4391 18.1721 0.0025 -0.0014 -0.0003
O 5.6837 9.4833 15.7868 0.0016 -0.0007 0.0008
O 5.5446 -0.0236 9.7553 0.0025 0.0033 0.0061
O 3.6262 2.2941 13.422 -0.0001 0.0022 -0.0005
O 2.0112 5.6578 16.0463 0.0014 -0.0014 -0.0029
O 9.7495 1.0497 14.0744 0.0048 -0.0002 -0.0028
O 4.4215 6.9489 11.5405 0.0023 0.0009 -0.0016
O 4.8017 4.6468 20.231 0.0022 0.0036 -0.0009
O 10.0213 1.3287 16.6901 0.0041 -0.0016 0.0005
O 6.6822 4.326 11.6532 0.0029 -0.0006 -0.0028
O 5.7905 8.4691 18.6228 0.003 -0.0001 0.0001
O 9.0745 2.7263 20.2296 -0.0022 -0.0019 0
O 3.6713 1.1292 15.823 0.004 0.0018 0.0013
O 4.3237 3.0805 17.9512 0.0039 0.0009 -0.0017
O 10.012 7.378 20.7277 -0.001 0.0076 -0.0109
O 3.3647 8.6629 9.8247 0.0011 0.0025 0.0009
O 3.9749 7.4222 16.4207 0.002 0.0019 -0.0019
O 7.6827 0.472 15.7416 0.0023 -0.001 -0.0005
O 8.972 7.2945 15.0632 0.0015 -0.0003 -0.0009
O 3.9715 1.3254 21.4465 0.0051 -0.0013 0.0002
O 1.6155 9.1445 11.7011 -0.0018 0.0011 -0.0018
O 2.3348 6.1533 10.2084 0.0049 -0.0001 0.0026
O 7.4967 6.4806 18.1368 0.0022 0.0009 0
O 7.2644 4.3833 21.0726 0.0007 -0.0028 -0.0025
O 4.5756 8.2217 13.8219 0.0023 -0.001 -0.0033
O 3.4598 8.5874 19.9459 0.0043 0.0018 -0.0017
O 2.6701 3.1331 19.927 0.0023 -0.0014 -0.0002
O 3.8241 10.3251 17.9862 0.0024 -0.0002 -0.0014

Results
free energy: -129655.376 eV
free energy less fixed offsets of B -154.04, O -568.88, Si -635.61 eV per atom: -3.106 eV

The program warned: the cutoff lies below the one the program advises for these potential files; the exchange-correlation potential is rough where the density is thin.
